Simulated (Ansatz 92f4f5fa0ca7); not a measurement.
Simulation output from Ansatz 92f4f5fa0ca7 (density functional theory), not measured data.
Periodic cell of 259 atoms, Si165O94, from a study of silicon, its oxide and their interface. The atomic structure is a simulated model.
Doubt: the cutoff is far below the 930 eV that the study's wrapper takes by default for these files, so forces and energies are approximate.
This geometry differs little from another in the collection (a relaxation step or a small displacement).

Settings: functional PBE; potential files Ansatz PAW; basis plane waves; wave-function cutoff 580 eV; density cutoff ratio 5; exchange-correlation grid ratio 1; k mesh 1 x 1 x 1, Gamma-centred; self-consistency stop 5e-08 eV per atom in the density residual; occupations fixed; spin none; net charge 0.

Cell vectors (angstrom)
a	10.938	0	0
b	0	10.938	0
c	0	0	38.193

Atoms: element, x, y, z (angstrom)
Si	0	0	0.683
Si	5.469	0	0.683
Si	2.7345	2.7345	0.683
Si	8.2035	2.7345	0.683
Si	0	5.469	0.683
Si	5.469	5.469	0.683
Si	2.7345	8.2035	0.683
Si	8.2035	8.2035	0.683
Si	1.3673	1.3673	2.0503
Si	6.8362	1.3673	2.0503
Si	4.1018	4.1018	2.0503
Si	9.5708	4.1018	2.0503
Si	1.3673	6.8362	2.0503
Si	6.8362	6.8362	2.0503
Si	4.1018	9.5708	2.0503
Si	9.5708	9.5708	2.0503
Si	2.7345	0	36.1415
Si	8.2035	0	36.1415
Si	0	2.7345	36.1415
Si	5.469	2.7345	36.1415
Si	2.7345	5.469	36.1415
Si	8.2035	5.469	36.1415
Si	0	8.2035	36.1415
Si	5.469	8.2035	36.1415
Si	4.1018	1.3673	37.5088
Si	9.5708	1.3673	37.5088
Si	1.3673	4.1018	37.5088
Si	6.8362	4.1018	37.5088
Si	4.1018	6.8362	37.5088
Si	9.5708	6.8362	37.5088
Si	1.3673	9.5708	37.5088
Si	6.8362	9.5708	37.5088
Si	1.6896	1.5998	29.5461
Si	5.2453	0.2334	27.8614
Si	3.2564	2.7051	28.0826
Si	9.2159	2.4475	27.4287
Si	-0.0335	5.8311	28.053
Si	6.6804	6.8539	27.0601
Si	2.3516	8.8115	28.0413
Si	9.1674	8.4537	27.4802
Si	0.296	0.2069	28.3427
Si	6.8398	1.2587	29.2176
Si	4.4474	4.3524	29.4172
Si	9.7512	4.0926	29.125
Si	1.48	7.0176	29.3503
Si	6.2229	6.12	29.2595
Si	4.1249	9.6549	29.2826
Si	9.7368	9.6806	29.4239
Si	2.8566	0.0117	30.8201
Si	8.1883	-0.0297	30.6703
Si	0.0671	2.8307	30.7095
Si	5.5612	2.7041	30.7031
Si	2.7913	5.5284	30.6764
Si	8.1514	5.3167	30.4781
Si	0.0305	8.2048	30.7838
Si	5.4354	8.0681	30.5145
Si	4.1927	1.3806	32.1185
Si	9.5976	1.3751	32.0052
Si	1.4051	4.1823	32.0611
Si	6.9105	4.0517	32.0593
Si	4.1086	6.8723	32.0705
Si	9.4999	6.7674	31.9314
Si	1.4022	9.5849	32.1117
Si	6.8118	9.4695	31.9462
Si	0.0112	0.0229	33.4128
Si	5.5251	-0.0535	33.4002
Si	2.7673	2.7675	33.4127
Si	8.2547	2.7103	33.4296
Si	-0.0261	5.4971	33.3831
Si	5.5102	5.4686	33.3792
Si	2.7492	8.2136	33.4592
Si	8.2008	8.1644	33.3543
Si	1.3831	1.3904	34.7713
Si	6.8595	1.3493	34.7736
Si	4.1263	4.1275	34.7725
Si	9.5924	4.1081	34.7802
Si	1.3524	6.8425	34.7772
Si	6.8427	6.838	34.7676
Si	4.1208	9.5836	34.792
Si	9.5661	9.5631	34.7458
Si	2.7294	-0.0052	3.4225
Si	8.208	0.0211	3.4264
Si	-0.0154	2.7233	3.4255
Si	5.4744	2.7291	3.4155
Si	2.714	5.4725	3.419
Si	8.199	5.4555	3.4021
Si	-0.0055	8.1931	3.4164
Si	5.458	8.2142	3.4052
Si	4.1099	1.3585	4.7831
Si	9.5675	1.3749	4.8381
Si	1.3343	4.0973	4.7854
Si	6.8387	4.1034	4.7765
Si	4.0665	6.8715	4.7629
Si	9.5595	6.8082	4.7692
Si	1.3335	9.5785	4.7835
Si	6.8039	9.6074	4.7592
Si	-0.0397	-0.0527	6.2037
Si	5.482	0.0281	6.1982
Si	2.6988	2.7009	6.1054
Si	8.2055	2.7852	6.2009
Si	-0.0273	5.4567	6.1887
Si	5.4123	5.4627	6.0716
Si	2.7228	8.2596	6.1534
Si	8.131	8.1739	6.0466
Si	1.3765	1.3364	7.5003
Si	6.8439	1.4397	7.5812
Si	4.0587	4.0943	7.4279
Si	11.0276	2.7467	8.8704
Si	1.3786	6.8571	7.4807
Si	6.7297	6.8743	7.3939
Si	4.061	9.6398	7.5532
Si	9.4385	9.464	7.4728
Si	2.8883	0.2045	8.9724
Si	8.0798	-0.1082	8.869
Si	-0.5942	1.3306	10.6042
Si	5.4584	2.8613	8.877
Si	2.7327	5.4631	8.8124
Si	6.4748	4.451	10.1449
Si	-0.0727	8.1053	8.8154
Si	5.3647	8.1651	8.8158
Si	3.9873	1.8278	10.2646
Si	9.5285	4.1516	7.6478
Si	1.6238	3.9288	10.1514
Si	7.9861	5.5522	8.8385
Si	4.2162	6.6395	10.1736
Si	8.7465	6.9524	10.5305
Si	1.6067	10.1758	10.6186
Si	6.7815	9.3844	10.1918
O	10.2841	1.1833	27.3798
O	14.2047	5.7113	26.7067
O	2.7938	2.8905	10.7273
O	-13.836	-13.4546	10.6269
O	13.8083	-2.5985	26.5583
O	9.7501	9.221	26.1506
O	5.3704	5.5473	10.773
O	0.615	0.4055	11.2883
O	7.3622	3.8033	11.3813
O	4.5568	1.1928	11.7051
O	8.7042	6.4933	12.0857
O	9.1856	11.2989	10.0011
O	0.7606	4.4713	11.4576
O	6.024	9.9284	11.5707
O	9.6302	2.2631	11.7521
O	2.5069	9.2983	11.7211
O	4.2102	1.4883	27.5312
O	7.5523	8.2359	27.279
O	9.0384	2.8588	25.8484
O	-1.1215	6.9473	27.5281
O	7.4679	5.8113	26.0615
O	11.5764	16.0855	26.7077
O	29.6329	23.8764	28.0355
O	5.7567	10.6416	26.3791
Si	2.2968	7.0123	19.3572
Si	8.5223	-2.557	18.6184
Si	4.4811	3.8999	15.6387
Si	14.0071	6.2369	14.3556
Si	5.8589	0.4319	12.3488
Si	5.7689	14.2758	18.5096
Si	-5.8414	11.1009	22.1554
Si	7.9683	2.303	16.9557
Si	10.941	-9.0784	17.9324
Si	8.0975	13.5285	12.1883
Si	7.6671	5.7335	19.5594
Si	0.3853	-0.3841	16.0765
Si	9.8434	0.7416	22.6995
Si	2.8583	7.6801	11.8856
Si	8.124	2.6018	24.5021
Si	9.2814	9.5931	24.6382
Si	18.6073	-0.9676	21.0393
Si	14.696	7.1129	25.9961
Si	-1.8664	6.3568	13.6593
Si	3.9318	-5.1106	21.3743
Si	7.3669	4.0408	14.714
Si	-0.6138	6.5243	20.1124
Si	7.7996	5.5658	24.4729
Si	4.1558	-0.5145	17.2568
Si	4.0275	2.8332	21.0712
Si	2.1948	6.1918	23.7446
Si	2.0983	4.6821	26.1616
Si	6.6139	7.082	22.0858
Si	8.8937	-1.922	15.4496
Si	1.2415	1.4942	20.6873
Si	2.2974	8.1851	16.4824
Si	11.8513	5.5248	12.6854
Si	3.1099	9.9174	20.1553
Si	2.3094	1.7625	16.1627
Si	6.4199	0.0211	24.9199
Si	6.5977	-0.014	15.3554
Si	-0.7242	-4.008	23.3268
O	5.7379	11.2723	13.9885
O	7.6712	1.1329	15.8457
O	10.5185	5.5822	13.6294
O	2.4045	2.6112	20.9871
O	17.7852	2.1676	18.1357
O	7.8259	5.5611	14.3615
O	12.3492	0.6596	15.2916
O	5.3219	7.3507	26.2948
O	4.0653	16.3949	15.3637
O	4.7308	2.7268	19.6004
O	3.6018	9.1573	16.3839
O	9.4879	-2.5935	23.6244
O	13.3477	7.2156	17.765
O	9.2468	-3.2069	14.5179
O	11.7359	-3.9374	23.8926
O	6.9118	1.5744	24.8635
O	3.438	7.025	24.4045
O	-1.9533	2.0461	23.2165
O	7.4375	-1.3606	14.9894
O	10.1879	-0.1172	24.0563
O	0.9155	-4.7235	19.6884
O	9.8917	7.9436	19.4088
O	3.9825	10.0844	21.5249
O	7.2008	8.5725	21.7745
O	5.3407	-0.2461	23.7185
O	13.4652	-4.9297	22.1817
O	3.278	0.8512	17.1118
O	2.1643	5.0767	13.6399
O	4.4317	4.3046	21.653
O	5.0082	-3.9761	21.8271
O	11.1979	2.0615	19.5175
O	0.2945	1.2274	21.9954
O	2.3841	8.4547	20.1351
O	5.7623	3.6842	14.6277
O	17.5771	4.6089	19.0411
O	-1.5515	5.7748	24.1326
O	-2.1063	-2.2355	17.057
O	10.2231	-4.3008	21.7323
O	1.9404	0.1145	20.1621
O	7.3372	5.9898	21.1315
O	4.11	-0.8776	18.8542
O	17.3887	0.0876	21.2465
O	7.8216	3.7692	16.2483
O	3.55	6.0581	19.8043
O	7.6979	9.9849	24.6465
O	7.4631	7.1189	18.6927
O	9.2805	5.3706	19.5507
O	7.4389	4.0241	24.0901
O	9.4537	2.3783	17.5823
O	1.2154	2.5909	17.0786
O	11.9325	-1.8121	16.5358
O	8.9941	-0.2401	21.6831
O	7.2176	1.2448	11.9893
O	3.7482	7.2314	13.2211
O	5.637	10.6887	16.6504
O	10.9339	0.2828	17.516
O	2.0782	4.7443	24.5276
O	14.2054	2.8166	15.3447
O	10.0181	-0.7525	15.173
O	4.9029	3.7781	17.201
O	1.3577	6.989	12.0662
O	7.9276	-1.265	19.4426
O	2.1081	-3.7083	15.2008
O	8.1791	3.0308	13.7415
O	4.6081	12.6521	22.0946
O	6.905	6.6363	23.6256
O	-0.6632	-14.8394	9.9405
O	24.3361	3.2064	26.7247
O	-9.6766	-22.8221	27.618
O	-10.3044	-1.7664	9.8108

Results
free energy: -158354.212 eV
free energy less fixed offsets of O -568.88, Si -635.61 eV per atom: -3.842 eV

Forces (eV/angstrom), in the order of the atoms: element, x, y, z
Si	0.0259	0.0102	0
Si	0.0114	0.0018	0.0014
Si	-0.0115	0.0364	0.0107
Si	-0.0106	0.0069	-0.02
Si	0.0333	0.0252	-0.0061
Si	-0.0381	0.0022	-0.0058
Si	0.0129	0.0141	-0.0103
Si	-0.0251	0.0304	0.002
Si	-0.0065	0.0028	0.0606
Si	0.0512	0.0336	-0.0674
Si	-0.0372	0.0154	0.1053
Si	-0.0106	-0.132	-0.0801
Si	-0.069	0.0056	-0.0908
Si	-0.0001	0.0593	-0.0099
Si	-0.1449	0.0232	-0.1058
Si	-0.0427	0.0295	0.0845
Si	0.0129	0.1074	0.0097
Si	0.1145	-0.1606	0.0249
Si	0.1286	0.0342	0.0865
Si	0.0556	-0.0678	-0.1234
Si	-0.0451	0.0196	-0.0516
Si	0.0124	0.0201	-0.0323
Si	-0.0887	0.0954	-0.0179
Si	0.0939	-0.0415	0.0499
Si	-0.0245	0.0104	0.016
Si	0.0267	-0.0447	-0.0097
Si	0.0179	-0.0451	0.0138
Si	0.0493	-0.0387	-0.007
Si	-0.0347	0.0273	-0.0114
Si	-0.0137	-0.005	0.0097
Si	-0.0357	0.0041	-0.0087
Si	0.0222	-0.0394	0.0101
Si	0.0354	0.0288	0.0119
Si	0.018	0.1155	-0.0991
Si	0.0437	-0.0529	0.1016
Si	-0.011	0.03	0.0873
Si	0.0649	-0.038	0.0571
Si	0.0111	0.0347	-0.04
Si	-0.0918	0.1057	-0.0733
Si	0.0731	0.045	0.0405
Si	-0.093	-0.1154	-0.0129
Si	0.1432	0.0708	0.0545
Si	-0.0681	0.0324	-0.0079
Si	0.0127	-0.0058	-0.0214
Si	-0.1196	-0.0173	0.075
Si	-0.0054	-0.0587	-0.0004
Si	-0.0087	-0.0416	0.0785
Si	0.0568	-0.0052	-0.0075
Si	-0.0734	0.001	-0.1475
Si	-0.0384	-0.0198	-0.0799
Si	0.0046	-0.0307	-0.0671
Si	0.0079	-0.0733	-0.0819
Si	0.0758	-0.0455	-0.0448
Si	-0.0543	-0.044	0.0151
Si	0.0428	0.0494	-0.1976
Si	-0.0141	0.0153	0.03
Si	0.0376	0.0694	0.0464
Si	-0.0111	-0.0052	0.0364
Si	0.0188	-0.027	0.0161
Si	0.0559	0.0336	0.0036
Si	-0.0223	0.0285	-0.0057
Si	-0.0186	-0.0393	0.0753
Si	-0.0139	-0.0259	0.0458
Si	0.0001	0.0225	0.0137
Si	-0.0109	0.0235	-0.0109
Si	0.0244	-0.0268	0.0375
Si	-0.0244	-0.0235	0.0028
Si	0.0094	0.0052	0.0091
Si	-0.0179	0.0108	0.0224
Si	0.0014	-0.0187	0.0018
Si	0.0385	-0.009	-0.0061
Si	-0.0051	0.0062	-0.0055
Si	-0.0047	0.0057	0.0127
Si	-0.0128	0.014	-0.0051
Si	0.0282	0.0047	0.0037
Si	-0.0116	-0.0003	-0.0044
Si	0.0008	-0.0093	0.0027
Si	0.0158	-0.0083	-0.0012
Si	-0.0107	-0.0016	0.0058
Si	-0.0079	-0.0049	0.005
Si	0.0019	-0.0075	-0.0048
Si	0.0115	0.0038	-0.0037
Si	0.0012	-0.0069	-0.0023
Si	-0.0085	0.006	0.0019
Si	-0.0032	-0.0236	-0.0055
Si	-0.0061	0.0135	0.0033
Si	-0.0173	-0.0117	0.0007
Si	0.0096	-0.009	-0.0079
Si	0.0098	-0.0078	-0.0123
Si	-0.0277	-0.0147	0.0077
Si	0.0113	0.0456	0.0173
Si	-0.0167	-0.0336	-0.0194
Si	-0.0242	0.0165	-0.0087
Si	0.0197	-0.0009	-0.0121
Si	0.0031	0.0311	0.0024
Si	0.0065	-0.0115	-0.0015
Si	-0.0396	-0.0581	-0.0706
Si	-0.0153	0.0485	-0.0217
Si	0.0414	-0.0128	-0.0249
Si	0.033	0.0378	-0.0005
Si	-0.0131	0.0187	0.0071
Si	0.0203	-0.0095	-0.0065
Si	0.0186	-0.0022	-0.0661
Si	0.0388	-0.0038	-0.0651
Si	0.0484	0.0258	0.1581
Si	0.0099	-0.0153	-0.0198
Si	-0.0767	-0.0216	0.0411
Si	0.0766	-0.0574	0.0198
Si	0.0352	-0.111	-0.0401
Si	-0.0189	-0.0299	0.0003
Si	0.0077	0.0181	0.079
Si	-0.0241	0.0584	0.0281
Si	-0.0269	0.0216	-0.3336
Si	-0.0358	-0.1501	0.0368
Si	0.0117	-0.0065	0.07
Si	0.0321	-0.1778	-0.4814
Si	0.1059	0.186	-0.0478
Si	0.066	0.264	0.3651
Si	-0.0589	-0.0187	0.1817
Si	-0.0943	-0.0069	0.0269
Si	-0.5461	-0.4295	0.6348
Si	0.0198	-0.0159	-0.0592
Si	-0.0568	-0.1972	0.1498
Si	0.0295	-0.0343	-0.0451
Si	-0.0321	0.0554	-0.0416
Si	-0.0335	0.0798	0.0533
Si	-0.0626	0.0381	0.2254
Si	0.0087	0.1281	-0.0335
O	0.0775	-0.0566	0.0206
O	0.0084	-0.0022	0.0229
O	0.0837	0.0013	-0.0728
O	0.0273	0.006	-0.0209
O	0.0113	0.0148	0.085
O	-0.0022	0.0044	0.005
O	-0.0195	-0.0441	-0.0249
O	0.0615	-0.0002	-0.1481
O	-0.0157	0.0126	-0.0982
O	0.0344	0.1307	-0.1357
O	0.024	-0.0107	-0.0093
O	0.0294	0.0471	-0.0236
O	0.0539	-0.0161	-0.0833
O	0.0006	-0.0125	0.0326
O	-0.008	0.0127	-0.0177
O	-0.0287	0.011	-0.1003
O	0.0058	-0.0197	0.0035
O	0.0032	-0.034	0.0366
O	-0.037	-0.01	-0.0222
O	-0.0602	0.0621	0.0094
O	-0.002	-0.0164	0.046
O	0.071	-0.0156	-0.0094
O	-0.0109	-0.0224	0.0043
O	-0.0312	-0.0072	0.0708
Si	0.011	0.0067	0.0016
Si	0.0069	0.01	-0.0028
Si	0.0191	0.021	-0.0068
Si	-0.0043	-0.0014	0.0283
Si	-0.0097	-0.0258	-0.0383
Si	0.0141	0.0132	-0.0426
Si	0.0139	-0.0027	0.0131
Si	0.0013	0.0309	-0.0008
Si	-0.0037	-0.0092	0.0057
Si	0.0073	-0.0016	0.0785
Si	-0.0153	0.0039	0.0261
Si	-0.0083	-0.0081	0.0121
Si	-0.0261	0.007	0.0171
Si	0.0702	-0.0748	-0.0024
Si	-0.006	-0.0085	-0.0164
Si	-0.0087	-0.0053	-0.0347
Si	0.0141	-0.0113	0.0322
Si	0.0237	0.0122	-0.0646
Si	-0.024	0.0071	0.0528
Si	-0.0089	0.0125	0.0293
Si	-0.0281	0.0479	0.0697
Si	0.0064	0.0218	0.0524
Si	0.0038	0.0043	-0.0337
Si	0.0065	0.011	-0.0077
Si	0.0223	0.0079	0.0217
Si	-0.0194	0.0128	-0.0287
Si	-0.0674	-0.0166	-0.013
Si	0.0202	-0.0008	0.0325
Si	0.006	-0.0139	0.0096
Si	-0.0156	-0.0134	0.0371
Si	-0.0146	-0.0051	0.002
Si	0.0105	0.0308	0.0427
Si	0.0164	-0.0039	0.0282
Si	0.0078	0.0024	-0.0002
Si	0.0303	0.0168	-0.0266
Si	0.0333	-0.0243	0.036
Si	-0.0095	-0.0063	0.0156
O	-0.0003	0.0014	-0.0041
O	-0.0071	-0.0103	-0.0184
O	-0.0051	0.0042	-0.0394
O	-0.0111	0.002	-0.0099
O	-0.0223	0.0117	0.0156
O	0.0136	-0.0071	-0.0504
O	0.0009	-0.0006	0.0075
O	-0.0539	-0.0059	0.0388
O	-0.0061	0.0025	-0.0255
O	-0.011	-0.0078	-0.0034
O	0.006	0.0069	-0.0045
O	-0.0013	-0.0031	0.0147
O	-0.0047	-0.0009	0.0164
O	0.0008	-0.0064	-0.0278
O	0.0251	-0.0149	0.0184
O	0.0053	0.0024	0.0178
O	-0.008	-0.0033	0.0319
O	0.0054	-0.0055	0.0101
O	-0.0212	0.03	-0.0158
O	0.0096	0.004	0.0231
O	0.0048	-0.0035	-0.0183
O	-0.0018	-0.0054	-0.01
O	-0.0155	-0.0044	-0.0152
O	-0.0014	-0.0011	-0.0049
O	-0.012	-0.006	0.0043
O	-0.0016	-0.007	0.0035
O	0.0046	-0.0128	0.002
O	0.004	0.0047	-0.013
O	-0.0034	-0.0093	-0.0036
O	-0.0032	-0.0014	-0.0145
O	0.0033	0.009	-0.0093
O	0.0286	0.0065	-0.0193
O	-0.0013	0.0039	-0.0109
O	0.0026	-0.0101	-0.0104
O	-0.0085	-0.0171	-0.0135
O	0.0135	0.0205	0.0178
O	-0.0052	-0.0054	0.0245
O	0.0032	-0.0025	-0.0233
O	-0.0001	-0.0001	-0.013
O	0.0014	-0.0042	-0.0138
O	0.0002	0.0039	-0.0062
O	-0.0067	0.0047	-0.0091
O	0.0081	-0.0266	-0.0129
O	-0.0024	0.0052	-0.0146
O	-0.0119	-0.0027	0.0301
O	0.0048	-0.0076	-0.0094
O	-0.0049	-0.0015	-0.0146
O	-0.0047	0.0002	0.0145
O	-0.0022	0.0011	-0.0072
O	0.0002	0.0002	-0.0043
O	0.023	-0.0004	0.0076
O	-0.0159	-0.0051	-0.0125
O	0.0138	0.0207	-0.0177
O	-0.018	-0.0072	0.0142
O	-0.0267	-0.0033	-0.0089
O	-0.0079	0.0047	-0.0098
O	-0.0053	0.0077	0.0277
O	-0.0202	-0.0106	-0.002
O	0.0063	-0.003	-0.0073
O	0.0148	-0.0127	0.0296
O	-0.0066	-0.0272	-0.021
O	-0.0013	-0.0094	-0.0213
O	0.0022	0.0106	0.0146
O	0.0102	-0.0352	-0.0806
O	-0.007	0.0067	-0.01
O	-0.003	0.0123	-0.0104
O	0.0719	0.1144	-0.099
O	-0.0069	0.0564	-0.0167
O	0.0086	0.0592	0.0114
O	0.1676	0.1617	0.0296

The program warned: the cutoff lies below the one the program advises for these potential files; the exchange-correlation potential is rough where the density is thin.
